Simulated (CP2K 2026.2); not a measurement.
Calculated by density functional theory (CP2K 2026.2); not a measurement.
Periodic cell of 543 atoms, Si316O209N18, from a study of silicon, its oxide and their interface. The atomic structure is a simulated model.
Doubt: the forces sum to 2.17 eV/angstrom along one axis rather than to zero, so they err by at least 0.0040 eV/angstrom per atom on average; the grid cutoff is modest.

Settings
functional: PBE
method: Gaussian and plane waves
basis set: DZVP-MOLOPT-SR-GTH
pseudopotentials: GTH-PBE
grid cutoff: 350 Ry, relative cutoff 50 Ry
k points: Gamma only
occupations: fixed
spin: none
net charge: 0

Cell vectors (angstrom)
a	16.332	0	0
b	0	16.332	0
c	0	0	33.866

Atoms and the computed forces on them: element, x, y, z (angstrom), force x, y, z (eV/angstrom)
Si	16.028	0.267	0.125	0.11	-0.265	0.721
Si	2.831	2.385	33.826	-0.074	0.274	0.756
Si	15.947	5.696	0.375	0.054	0.174	0.627
Si	2.413	8.493	0.076	0.08	-0.107	0.799
Si	0.082	10.581	33.832	-0.058	0.208	0.72
Si	3.144	13.073	33.803	-0.414	0.408	0.682
Si	5.108	0.22	33.856	0.103	-0.151	0.789
Si	7.724	2.99	0.077	0.157	-0.012	0.811
Si	5.621	5.321	33.82	-0.252	0.071	0.728
Si	8.366	7.775	0.07	-0.362	0.452	0.617
Si	5.52	10.917	0.271	0.125	-0.314	0.645
Si	8.352	13.343	33.827	-0.072	0.198	0.751
Si	11.058	16.269	33.748	-0.147	0.098	0.685
Si	13.944	2.695	0.209	-0.395	0.057	0.687
Si	10.702	5.533	0.192	0.197	-0.299	0.642
Si	13.76	7.822	0.035	-0.124	0.15	0.688
Si	10.543	11.122	0.007	0.081	-0.147	0.707
Si	13.071	13.869	0.057	0.208	0.067	0.729
Si	1.341	1.31	1.421	0.012	-0.004	-0.023
Si	3.973	4.099	1.182	0.002	-0.031	-0.042
Si	1.289	6.915	1.42	0.009	0.026	-0.049
Si	4.066	9.493	1.431	-0.018	-0.014	-0.041
Si	1.328	12.187	1.193	-0.028	0.016	-0.068
Si	4.026	14.893	1.247	-0.021	-0.009	-0.037
Si	6.616	1.4	1.367	-0.028	-0.005	-0.06
Si	9.432	3.99	1.386	-0.034	0.002	-0.051
Si	6.74	6.769	1.408	-0.007	-0.015	-0.055
Si	9.434	9.516	1.308	0.016	-0.042	-0.024
Si	6.944	12.245	1.501	0.011	0.003	-0.041
Si	9.469	15.038	1.199	0.017	-0.02	-0.029
Si	12.244	1.43	1.277	-0.001	-0.015	-0.03
Si	14.897	4.157	1.733	0.042	0.022	0.005
Si	12.261	6.723	1.458	-0.012	-0.011	-0.048
Si	14.877	9.465	1.333	-0.007	-0.009	-0.046
Si	12.028	12.299	1.415	-0.019	-0.019	-0.026
Si	14.819	14.959	1.275	0.004	-0.031	-0.067
Si	0.047	2.718	2.833	-0.018	-0.024	0.011
Si	2.692	16.229	2.706	0.009	-0.009	0.024
Si	16.247	8.21	2.803	0.001	0.015	0.031
Si	2.675	5.45	2.656	0.006	0.004	-0.017
Si	16.297	13.603	2.554	0.006	-0.011	0.012
Si	2.685	10.916	2.708	-0.005	-0.009	0.022
Si	5.288	2.776	2.703	0.007	0.045	0.039
Si	8.088	0.02	2.612	0.008	0.014	-0.004
Si	5.398	8.121	2.769	0.014	0.006	0.003
Si	8.137	5.422	2.752	-0.004	-0.006	0.033
Si	5.454	13.64	2.686	-0.017	-0.01	0.012
Si	8.193	10.826	2.829	0.016	-0.006	0.015
Si	10.838	2.669	2.705	0.021	0.006	-0.003
Si	13.558	0.03	2.7	-0.028	0.013	0.024
Si	10.874	8.195	2.68	-0.008	0.002	0.022
Si	13.484	5.445	2.98	-0.007	0.025	0.029
Si	10.731	13.689	2.753	-0.005	0.036	0.02
Si	13.53	10.915	2.637	0.013	0.008	-0.008
Si	1.393	4.1	4.134	0.017	-0.006	0.019
Si	4.02	1.332	4.069	-0.006	0.006	-0.005
Si	1.335	9.567	4.095	0.019	-0.024	-0.009
Si	4.046	6.753	4.084	-0.025	-0.022	0.012
Si	1.297	14.911	4.035	-0.006	0.005	0.01
Si	4.066	12.279	4.046	-0.029	0	-0.005
Si	6.736	4.07	4.066	0.01	-0.021	-0.024
Si	9.476	1.313	4.034	-0.02	-0.009	-0.001
Si	6.763	9.501	4.126	-0.007	0.005	-0.005
Si	9.516	6.817	4.061	-0.004	-0.01	-0.019
Si	6.785	15.003	4.053	0.013	-0.011	0.002
Si	9.492	12.264	4.159	-0.005	0.021	0.009
Si	12.132	4.011	4.177	-0.012	0.023	-0.009
Si	14.952	1.339	4.107	-0.008	-0.011	-0.001
Si	12.226	9.556	4.061	-0.01	-0.025	-0.007
Si	14.938	6.827	4.189	0.028	-0.01	-0.012
Si	12.195	15.002	4.067	0.001	-0.019	-0.014
Si	14.954	12.259	3.97	0.02	0.001	-0.001
Si	16.317	16.286	5.438	0.033	-0.013	0.006
Si	2.715	2.69	5.487	0.009	0.008	0.016
Si	16.328	5.441	5.486	-0.009	0.02	0.015
Si	2.708	8.17	5.422	-0.004	0.001	0.01
Si	16.315	10.949	5.405	-0.007	-0.003	-0.008
Si	2.695	13.61	5.424	-0.005	0.012	0.005
Si	5.43	0.012	5.434	0.004	-0.001	0.007
Si	8.124	2.698	5.389	0.004	0.027	-0.003
Si	5.421	5.421	5.453	0.007	0.001	0.006
Si	8.165	8.152	5.45	0.019	-0.019	0.006
Si	5.405	10.913	5.436	-0.024	0.016	0.014
Si	8.111	13.645	5.467	-0.022	0.005	0.016
Si	10.845	0.003	5.44	-0.008	-0.002	0.014
Si	13.583	2.689	5.484	-0.012	0.008	-0.001
Si	10.831	5.447	5.465	-0.015	-0.017	0.019
Si	13.587	8.225	5.476	0.002	-0.006	0.009
Si	10.905	10.913	5.465	0.012	0.013	0.019
Si	13.609	13.621	5.375	0.016	0.007	-0.004
Si	1.346	1.305	6.828	-0.03	-0.011	0
Si	4.112	4.044	6.828	0.008	-0.009	0.004
Si	1.373	6.815	6.803	-0.001	-0.021	-0.003
Si	4.061	9.542	6.802	0.006	-0.007	0.001
Si	1.346	12.264	6.806	0.001	0.007	-0.004
Si	4.059	14.971	6.794	-0.017	-0.014	0.015
Si	6.81	1.352	6.795	0.017	0.016	-0.005
Si	9.483	4.052	6.771	-0.007	0.023	-0.013
Si	6.799	6.785	6.792	-0.002	-0.022	-0.001
Si	9.538	9.524	6.802	-0.037	-0.022	0.004
Si	6.746	12.288	6.815	-0.009	0.008	-0.006
Si	9.51	14.992	6.825	0.019	-0.004	0.012
Si	12.217	1.327	6.83	-0.014	-0.006	-0.004
Si	14.964	4.058	6.835	0.007	-0.013	0.006
Si	12.244	6.801	6.788	-0.008	0	-0.009
Si	14.994	9.591	6.783	0.029	0.015	0
Si	12.287	12.278	6.793	0.012	-0.019	0.006
Si	14.97	14.932	6.805	0.008	0.004	-0.008
Si	16.321	2.666	8.188	0.015	-0.006	0.003
Si	2.725	16.292	8.217	-0.002	0.023	-0.003
Si	0.042	8.229	8.126	0.013	-0.007	-0.011
Si	2.742	5.434	8.136	0.005	0.013	0
Si	0.006	13.598	8.207	-0.007	-0.001	0.009
Si	2.708	10.919	8.179	-0.004	-0.013	0.001
Si	5.482	2.688	8.191	0.021	0.018	0.004
Si	8.174	0.04	8.199	-0.015	0.012	-0.004
Si	5.462	8.18	8.129	-0.009	0.006	-0.006
Si	8.169	5.415	8.132	0.002	-0.019	0.004
Si	5.396	13.636	8.217	0.02	-0.009	-0.005
Si	8.157	10.92	8.106	0.009	0.028	-0.015
Si	10.838	2.703	8.156	-0.001	0.031	-0.022
Si	13.617	16.301	8.161	-0.028	-0.007	0.005
Si	10.923	8.158	8.164	0.016	-0.012	0.011
Si	13.598	5.45	8.168	0.005	0.033	0.013
Si	10.923	13.647	8.149	-0.007	0.009	0.008
Si	13.673	10.945	8.157	0.022	0.021	0
Si	1.426	4.021	9.48	0.022	-0.002	-0.025
Si	4.13	1.32	9.554	0.043	0.015	-0.012
Si	1.381	9.557	9.558	-0.013	-0.014	0.006
Si	4.104	6.814	9.474	-0.015	-0.022	-0.02
Si	1.37	14.918	9.605	0.022	-0.014	-0.011
Si	4.041	12.261	9.601	-0.043	0.031	0.004
Si	6.899	4.028	9.521	0.003	0.022	-0.021
Si	9.533	1.379	9.619	0.012	0.01	0.02
Si	6.814	9.571	9.476	0.009	-0.032	-0.005
Si	9.542	6.768	9.48	-0.001	-0.009	-0.009
Si	6.794	15.028	9.535	-0.01	0.002	-0.006
Si	9.545	12.264	9.443	-0.016	-0.015	-0.024
Si	12.199	4.059	9.492	-0.027	-0.04	-0.026
Si	14.941	1.318	9.565	0.034	0.004	0.008
Si	12.352	9.535	9.463	-0.015	-0.013	-0.032
Si	15.017	6.86	9.439	-0.013	-0.004	-0.011
Si	12.295	14.969	9.563	0.026	-0.017	-0.008
Si	14.993	12.258	9.611	-0.028	-0.023	0.009
Si	16.324	16.287	10.928	-0.034	0.014	0.016
Si	2.804	2.696	10.898	-0.021	-0.002	0.028
Si	0.065	5.459	10.699	0.03	-0.009	-0.034
Si	2.811	8.212	10.871	0.039	-0.012	0.025
Si	16.323	10.851	10.973	0.037	0.023	0.039
Si	2.684	13.565	11.069	-0.029	-0.025	0.021
Si	5.484	0.026	11	0.012	-0.009	-0.001
Si	8.185	2.729	11.055	-0.067	0.028	0.05
Si	5.531	5.443	10.735	-0.022	-0.015	-0.037
Si	8.267	8.25	10.763	0.013	-0.027	0.022
Si	5.434	10.862	10.894	0.007	-0.026	0.028
Si	8.191	13.637	10.785	0.017	0.003	-0.034
Si	10.967	0.017	10.924	-0.011	-0.023	0.012
Si	13.534	2.709	10.871	-0.06	0.015	0.022
Si	10.828	5.36	10.886	-0.021	0.032	-0.033
Si	13.704	8.192	10.867	0.047	0.014	0.044
Si	10.992	10.936	10.728	-0.005	0.03	0.031
Si	13.641	13.632	10.989	0.004	-0.013	0.004
Si	1.373	1.34	12.219	0.03	0.027	-0.039
Si	4.331	4.045	12.149	0.071	0.035	-0.037
Si	1.466	6.737	12.071	0.019	-0.086	-0.036
Si	4.158	9.494	12.376	-0.024	0.006	0.027
Si	1.303	12.122	12.459	-0.019	0.024	-0.013
Si	4.113	14.991	12.35	-0.026	-0.039	-0.021
Si	6.824	1.373	12.472	0.006	-0.026	-0.02
Si	9.541	4.096	12.477	0.036	0.01	-0.004
Si	6.85	6.888	11.997	-0.008	0.011	-0.056
Si	9.761	9.546	12.082	0.019	-0.05	-0.031
Si	6.846	12.276	12.114	0.008	0.065	-0.028
Si	9.596	14.915	12.164	0.032	0.031	-0.024
Si	12.254	1.38	12.397	-0.011	-0.001	-0.02
Si	14.947	4.193	11.991	0.034	0.046	-0.029
Si	12.288	6.749	12.037	-0.061	-0.081	-0.083
Si	15.017	9.485	12.406	-0.045	0.005	0.094
Si	12.22	12.232	12.253	-0.003	0.013	-0.039
Si	15.014	14.96	12.407	0.021	-0.027	0.018
Si	16.325	2.914	13.287	0.005	-0.021	-0.03
Si	2.701	0.039	13.701	0.022	0.052	0.012
Si	0.127	7.876	13.581	-0.04	-0.012	-0.024
Si	3.042	5.527	13.332	0.037	0.125	0.016
Si	16.23	13.495	13.864	-0.008	-0.024	0.091
Si	2.678	10.69	13.832	0.022	-0.04	0.113
Si	5.543	2.896	13.852	0.127	0.046	0.066
Si	8.325	16.215	13.589	-0.001	-0.028	0.019
Si	5.721	8.125	13.599	0.015	-0.095	0.069
Si	8.176	5.794	13.505	0.049	0.06	0
Si	5.513	13.526	13.598	-0.008	-0.029	0.05
Si	8.427	11.022	13.267	0.074	-0.016	-0.008
Si	10.872	2.653	13.926	-0.056	0.072	0.094
Si	13.719	0.077	13.775	0.015	0	0.057
Si	11.153	8.157	13.439	0.027	-0.039	0.051
Si	13.605	5.465	13.419	-0.028	0.069	0.059
Si	10.896	13.609	13.637	-0.003	-0.019	0.042
Si	13.451	10.88	13.711	0.001	0.002	-0.027
Si	1.571	4.193	14.429	-0.004	-0.106	-0.425
Si	3.593	1.853	14.959	-0.005	0.011	-0.623
Si	1.696	8.78	15.086	0.081	0.147	-0.406
Si	4.333	6.733	14.937	0.035	0.023	-0.238
Si	1.676	14.623	14.976	-0.321	0.25	-0.711
Si	3.984	12.343	14.948	0.226	-0.381	-0.568
Si	6.813	4.757	15.06	-0.167	-0.152	-0.297
Si	9.718	0.9	15.225	0.095	0.202	-0.409
Si	7.427	9.495	14.586	-0.032	-0.398	-0.57
Si	9.48	7.342	14.767	0.042	-0.065	-0.658
Si	7.157	14.618	14.844	-0.092	0.064	-0.709
Si	9.366	12.372	14.986	0.295	-0.199	-0.494
Si	12.655	3.896	14.885	-0.292	0.011	-0.646
Si	15.003	1.803	14.859	0.04	-0.205	-0.591
Si	12.523	9.155	15.095	-0.022	0.239	-0.394
Si	14.746	6.897	14.917	0.113	-0.035	-0.351
Si	12.23	14.999	14.97	0.045	0.008	-0.324
Si	14.434	12.398	15.194	0.198	-0.031	-0.466
Si	3.51	2.197	17.724	-0.152	0.098	-0.354
Si	14.392	3.004	31.243	0.089	0.092	0.248
Si	8.166	15.253	24.673	0.043	-0.041	0.061
Si	8.374	3.563	26.354	0.063	-0.002	0
Si	10.244	12.415	17.988	0	0.059	-0.491
Si	15.242	13.259	24.728	-0.041	-0.093	0.058
Si	6.027	2.055	27.751	-0.001	-0.098	0.16
Si	9.841	9.763	16.558	0.088	-0.049	-0.391
Si	15.912	0.863	27.803	0.055	-0.005	0.147
Si	15.204	9.173	22.289	-0.082	-0.011	-0.292
Si	7.669	0.319	29.517	0.051	0.043	0.3
Si	0.915	15.838	19.918	-0.138	0.123	-0.263
Si	3.591	8.803	17.182	0.151	-0.116	-0.318
Si	5.333	5.835	20.051	-0.089	0.007	-0.127
Si	10.178	3.103	24.359	0.04	-0.107	-0.012
Si	11.982	8.237	18.035	-0.084	0.071	-0.454
Si	12.238	15.153	28.332	0.013	-0.099	0.116
Si	0.892	3.88	31.993	-0.043	-0.109	0.019
Si	8.549	14.741	21.706	-0.128	0.069	-0.141
Si	12.298	8.726	26.313	-0.063	-0.042	0.241
Si	14.314	10.282	24.85	0.022	-0.002	-0.089
Si	2.047	14.032	29.377	-0.036	-0.115	0.123
Si	14.417	0.182	18.852	-0.023	0.014	-0.196
Si	5.004	8.365	21.527	-0.025	-0.072	-0.107
Si	14.783	11.569	20.83	-0.026	-0.123	-0.261
Si	12.966	13.889	17.539	-0.044	0.016	-0.357
Si	0.052	12.504	27.421	-0.129	0.072	0.272
Si	9.047	5.702	17.19	-0.233	-0.092	-0.266
Si	1.156	13.856	17.754	-0.007	0.057	-0.269
Si	7.862	2.938	17.113	0.126	0.097	-0.418
Si	3.685	13.088	25.273	0.046	-0.054	-0.061
Si	14.172	15.791	25.988	0.05	-0.066	0.041
Si	15.419	9.231	19.395	0.025	0.071	-0.247
Si	9.686	16.128	27.268	0.032	0.005	0.049
Si	5.791	10.726	16.905	-0.293	0.029	-0.189
Si	8.668	5.592	24.426	0.028	-0.138	-0.075
Si	3.818	1.712	22.874	0.014	-0.068	0.006
Si	15.414	4.613	24.663	0.04	-0.025	0.033
Si	1.055	3.018	26.194	-0.043	-0.076	0.167
Si	13.586	12.332	28.935	-0.004	-0.098	0.236
Si	13.412	5.49	17.222	0.259	0.052	-0.269
Si	4.164	4.492	23.562	0.065	-0.036	-0.008
Si	2.813	15.611	25.795	0.013	0.056	0.184
Si	13.121	1.264	21.204	0.035	0.067	-0.349
Si	0.107	5.316	16.778	-0.33	0.009	-0.235
Si	2.426	0.407	28.501	0.016	-0.022	0.201
Si	3.316	3.149	28.396	-0.091	-0.098	0.115
Si	0.898	6.925	27.617	0.007	-0.078	-0.019
Si	2.838	10.441	24.686	-0.055	-0.003	-0.024
Si	9.767	8.438	24.55	0.023	0.178	-0.108
Si	11.414	10.048	28.959	-0.156	0.065	0.226
Si	15.061	11.921	17.987	0.142	-0.382	-0.26
Si	10.486	15.441	17.487	0.168	0.032	-0.359
Si	0.09	13.794	21.867	-0.006	-0.02	-0.183
Si	4.338	7.337	31.69	0.165	0.056	0.307
Si	8.333	9.565	29.226	0.02	0.072	0.252
Si	9.101	7.397	31.177	-0.049	0.024	0.156
Si	5.875	10.069	31.225	0.019	0.049	0.061
Si	0.634	9.721	26.529	-0.055	0.105	0.024
Si	14.671	1.616	23.878	0.082	-0.02	-0.006
Si	6.723	12.514	24.862	0.037	-0.05	-0.191
Si	0.965	2.44	16.609	0.181	0.055	-0.386
Si	5.167	8.471	24.529	0.047	-0.057	-0.075
Si	7.643	16.291	17.133	0.117	0.294	-0.241
Si	1.267	0.853	24.049	-0.119	0.099	0.019
Si	13.085	2.891	18.838	0.062	0.126	-0.245
Si	14.011	0.376	30.005	0.099	-0.089	0.19
Si	11.958	10.564	19.986	0.032	-0.034	-0.197
Si	14.19	6.21	26.867	-0.024	0.011	0.157
Si	2.91	6.39	25.256	0.025	-0.015	-0.044
Si	9.297	2.655	21.585	0.028	0.079	-0.154
Si	10.369	0.202	20.341	0.043	-0.007	-0.307
Si	6.342	15.317	19.534	0.073	-0.002	-0.124
Si	7.546	9.797	26.114	0.043	-0.087	0.14
Si	2.423	5.677	29.993	0.037	0.021	0.207
Si	5.239	4.49	17.317	0.008	0.123	-0.41
Si	5.434	0.484	25.095	0.09	0.06	0.068
Si	4.061	12.673	31.002	0.074	-0.081	0.363
Si	0.663	6.689	23.027	0.007	-0.047	-0.069
Si	14.764	12.363	31.884	0.012	-0.062	0.093
Si	3.397	11.636	17.761	0.125	-0.006	-0.105
Si	4.951	11.413	20.596	0.091	0.086	-0.3
Si	1.162	7.868	17.978	-0.078	0.133	-0.487
Si	12.696	4.358	28.969	-0.098	-0.087	0.208
Si	11.728	9.045	31.799	-0.048	-0.009	0.274
Si	9.47	1.783	31.653	0.097	0.014	0.257
Si	7.554	11.895	21.955	-0.147	0.053	-0.244
Si	3.024	6.408	21.478	-0.052	-0.029	-0.263
Si	6.893	4.426	22.391	-0.028	0.034	-0.19
Si	16.224	14.986	31.391	-0.216	0.105	0.121
Si	15.243	9.362	16.493	-0.001	0.033	-0.47
Si	10.107	3.592	18.965	-0.014	0.021	-0.183
Si	9.48	9.39	21.568	0.03	-0.037	-0.322
Si	9.166	8.052	18.88	-0.078	0.015	-0.261
Si	10.528	4.749	31.14	-0.106	0.023	0.199
Si	2.705	12.401	22.576	-0.01	-0.017	-0.131
Si	7.227	12.5	19.014	0.061	-0.06	-0.054
Si	6.442	14.711	31.64	-0.039	-0.036	0.263
Si	10.986	2.704	27.003	0.034	0.075	0.045
Si	3.873	0.558	20.165	-0.114	-0.169	-0.224
O	0.235	16.06	32.547	0.666	0.32	-0.295
O	15.545	15.938	26.851	0.457	-0.513	-0.156
O	12.365	11.317	28.616	-0.194	0.136	-0.422
O	10.258	2.463	22.888	0.527	-0.296	0.047
O	16.02	3.142	31.194	0.016	-0.198	-0.182
O	15.209	13.114	21.008	-0.104	0.198	-0.359
O	3.162	7.877	32.653	-0.261	0.044	-0.42
O	1.793	6.829	24.165	-0.128	0.029	0.095
O	8.626	8.058	29.778	-0.196	-0.308	-0.348
O	8.821	1.077	30.364	0.308	0.125	-0.47
O	2.447	0.862	22.963	0.021	-0.427	-0.535
O	3.16	11.639	25.713	-0.196	0.017	0.716
N	4.558	11.86	16.522	0.209	0.186	0.141
O	10.474	0.749	32.433	-0.068	0.179	-0.123
O	6.822	16.135	24.707	-0.175	0.349	-0.334
O	13.434	7.598	26.538	0.241	-0.107	0.024
O	0.83	0.468	28.734	-0.059	-0.101	0.527
O	3.414	7.985	21.516	-0.655	0.626	0.099
O	16.008	13.76	23.412	0.018	0.366	0.176
O	14.658	1.162	28.752	-0.375	0.686	-0.272
O	9.132	9.429	17.995	-0.521	0.494	0.297
O	7.859	4.938	25.685	-0.693	0.281	0.073
O	11.243	10.374	32.599	0.007	0.203	-0.113
O	3.901	5.817	22.699	0.319	0.188	0.145
O	15.538	11.087	32.531	0.063	-0.369	-0.3
O	2.225	11.023	23.3	-0.572	-0.251	-0.344
O	1.344	6.424	29.074	-0.276	0.198	0.222
O	4.847	3.126	27.93	0.216	0.658	0.085
O	4.705	11.174	30.907	-0.335	-0.169	-0.346
O	14.84	12.294	27.907	-0.029	-0.067	-0.354
O	8.024	7.88	32.322	-0.531	0.301	-0.351
O	12.111	15.068	33.3	-0.046	-0.069	-0.311
O	14.249	12.049	30.393	0.066	-0.225	-0.117
O	15.595	10.731	21.98	0.287	0.184	0.181
O	1.484	14.554	19.14	0.297	-0.309	0.332
O	9.82	8.631	22.948	0.156	-0.337	-0.018
O	3.707	5.681	20.197	-0.332	-0.115	-0.358
O	2.253	3.337	27.203	-0.024	0.195	-0.251
O	8.317	6.858	18.134	-0.434	0.095	0.316
O	3.151	13.41	23.765	-0.022	0.692	-0.136
O	9.999	3.731	20.575	0.295	0.483	0.255
O	6.623	10.486	15.581	0.05	0.211	0.104
O	2.752	10.187	17.409	-0.702	0.117	-0.132
N	14.965	11.126	16.451	0.07	0.066	0.016
O	2.26	0.364	20.207	-0.091	0.087	0.102
N	14.13	8.492	15.435	0.049	-0.012	0.051
O	1.493	15.816	24.886	-0.379	-0.391	-0.235
O	6.769	11.323	18.011	0.389	-0.23	0.085
O	12.873	6.906	17.777	-0.02	0.083	0.277
O	3.501	4.877	24.998	-0.129	-0.498	0.415
N	8.85	8.86	15.388	-0.035	0.154	0.159
O	15.736	6.388	27.31	0.037	-0.267	0.299
O	10.709	7.606	18.803	0.213	-0.534	0.207
O	7.171	10.197	30.224	-0.032	0.407	0.08
O	16.218	2.195	26.957	-0.233	0.34	0.084
O	9.927	6.471	16.069	0.673	-0.218	-0.001
O	12.555	16.167	29.567	-0.351	0.121	0.086
O	14.037	0.816	25.126	-0.392	0.374	0.238
O	7.828	3.135	22.068	-0.308	-0.171	-0.162
O	13.353	5.494	28.043	-0.026	0.397	0.053
O	6.634	15.504	16.124	-0.549	-0.161	0.398
O	7.204	15.225	20.913	0.001	0.199	0.211
N	13.294	13.706	15.839	-0.208	0.148	0.116
O	5.128	9.869	21.01	-0.057	-0.091	-0.178
O	8.161	13.422	15.384	-0.062	0.086	0.233
O	11.242	8.289	25.179	0.126	-0.338	-0.302
O	14.989	15.5	30.474	-0.247	-0.372	-0.22
O	11.176	11.51	18.935	0.025	-0.085	0.14
O	14.462	11.856	24.485	-0.307	0.014	-0.08
O	13.824	2.833	15.375	-0.014	-0.136	0.193
N	3.252	8.003	15.661	-0.111	0.062	0.025
O	5.67	5.467	18.524	0.522	0.166	0.008
O	1.255	14.918	16.535	-0.096	0.389	0.321
O	2.974	15.308	28.972	0.625	-0.02	0.021
O	4.481	1.179	21.518	0.758	0.216	0.107
N	11.207	13.886	17.728	0.029	-0.086	0.106
N	0.597	8.754	16.506	-0.049	0.059	-0.022
O	5.749	4.165	23.515	0.222	-0.213	0.621
O	13.665	15.295	18.056	0.154	0.237	0.157
O	5.593	1.027	26.598	0.061	-0.328	0.163
O	2.793	7.835	18.213	0.35	-0.428	0.479
O	0.725	6.308	17.89	0.115	-0.324	0.63
O	14.876	3.192	24.13	-0.113	0.146	0.052
N	11.502	9.104	16.557	-0.148	-0.008	0.283
N	8.36	1.395	16.392	-0.196	0.081	0.064
O	8.801	2.589	25.102	-0.43	-0.562	-0.148
O	13.622	12.629	18.303	-0.294	-0.235	0.56
O	0.25	4.568	33.28	0.127	-0.071	-0.064
O	1.907	1.863	17.784	-0.236	-0.284	0.744
O	12.556	9.332	19.106	0.499	0.124	0.335
O	0.917	13.496	28.353	-0.074	0.242	-0.161
O	13.886	1.602	18.202	-0.084	0.06	-0.56
O	3.603	6.684	30.421	-0.009	0.192	-0.509
O	6.521	13.931	18.701	-0.036	0.123	-0.417
O	10.76	0.098	18.765	0.227	0.279	0.165
O	14.73	8.697	20.781	-0.513	-0.552	0.237
O	8.88	15.275	17.408	-0.198	-0.454	0.044
N	15.401	10.95	19.345	0.169	0.168	0.097
O	0.012	8.147	22.772	0.107	0.277	-0.066
N	9.87	11.528	16.455	0.104	0.037	0.177
O	7.816	13.7	24.967	0.489	-0.28	0.081
O	13.165	11.299	20.814	0.029	0.422	0.372
O	0.975	5.393	15.406	0.161	0.439	-0.043
O	4.766	15.567	19.844	-0.314	-0.411	0.042
O	16.056	0.121	18.959	0.322	0.051	-0.187
O	1.439	6.199	21.672	-0.278	-0.139	-0.18
O	1.587	2.145	24.96	0.555	0.04	-0.176
O	4.191	11.569	19.165	-0.12	0.068	0.008
O	11.627	0.69	21.198	0.041	-0.135	0.31
O	11.385	2.76	25.403	0.696	-0.212	-0.285
O	14.148	9.343	23.512	-0.615	-0.189	0.165
O	5.143	9.261	17.368	0.358	-0.22	0.342
O	8.944	9.608	25.309	0.055	0.485	-0.01
O	11.48	2.84	18.525	-0.097	-0.49	-0.303
O	13.76	3.509	32.657	-0.102	0.305	-0.323
O	3.793	3.802	17.569	-0.355	0.412	-0.03
O	5.257	8.564	31.164	0.225	-0.089	-0.506
O	13.885	1.465	31.172	-0.443	-0.32	0.261
O	14.907	6.718	33.459	-0.098	-0.014	-0.587
O	4.936	1.606	24.046	0.211	0.538	0.192
O	0.21	3.759	17.206	-0.276	-0.236	0.382
O	4.101	1.379	16.443	0.303	-0.666	0.234
N	6.565	12.035	20.555	-0.104	0.027	0.123
O	8.841	12.663	18.808	0.057	0.334	0.069
N	10.981	16.056	15.923	0.134	-0.037	0.254
O	8.406	10.534	21.91	-0.028	0.041	0.067
O	8.571	13.145	21.911	0.555	-0.15	0.028
O	9.748	3.752	27.215	0.078	0.448	0.515
O	9.845	15.087	20.806	0.424	-0.643	-0.008
O	9.807	10.324	29.236	-0.067	0.328	0.041
O	0.781	11.068	27.395	0.249	-0.191	0.549
O	9.28	15.732	25.749	0.093	0.119	-0.194
O	10.476	1.207	27.331	-0.062	-0.218	0.315
O	12.331	4.836	16.187	-0.536	0.286	0.27
O	14.205	14.437	25.12	-0.409	0.082	-0.002
O	8.716	15.427	23.159	0.24	0.291	0.102
O	0.735	8.525	27.588	0.152	0.141	0.531
O	1.492	12.995	21.698	0.163	0.051	-0.408
O	16.325	13.073	25.91	0.513	0.399	-0.054
O	13.667	4.34	18.358	0.518	-0.036	0.233
O	6.411	1.274	29.123	-0.581	0.138	0.09
N	2.157	2.84	15.362	-0.091	-0.073	0.022
O	7.157	15.383	30.366	-0.014	-0.111	-0.588
O	4.195	1.673	19.053	0.255	0.356	0.23
O	13	8.394	32.567	0.232	0.241	-0.542
O	11.226	5.089	32.574	0.545	0.093	-0.279
O	9.464	12.24	33.309	-0.136	0.068	-0.222
O	13.628	1.433	22.69	-0.412	0.152	0.124
O	16.095	1.464	16.067	-0.171	-0.682	0.143
O	15.872	5.604	23.458	-0.176	0.039	-0.306
O	15.597	9.761	25.68	-0.132	-0.063	-0.146
O	8.316	16.173	28.119	-0.07	-0.38	-0.175
N	8.084	4.496	16.35	0.084	-0.018	-0.17
O	4.003	12.164	21.654	0.035	0.277	0.222
O	16.1	0.946	23.483	-0.104	-0.384	-0.63
O	10.102	4.988	18.18	0.655	0.396	0.005
O	13.017	10.076	25.78	-0.202	0.482	-0.111
O	2.912	13.569	15.145	0.068	0.05	0.229
O	12.918	15.707	26.981	-0.074	0.486	-0.212
O	1.816	9.475	25.446	0.019	-0.559	-0.131
O	8.976	7.083	24.852	-0.244	-0.092	0.478
O	8.714	2.9	18.492	-0.19	-0.373	0.621
O	6.726	4.177	33.38	-0.01	-0.079	-0.423
O	16.024	13.201	17.762	-0.318	0.191	-0.124
O	10.029	4.72	24.212	0.535	0.351	-0.117
O	5.722	7.36	20.46	0.273	0.32	-0.172
O	11.525	9.03	27.706	-0.249	-0.473	-0.188
O	5.659	8.141	23.007	0.527	-0.021	0.127
O	7.834	5.574	23.038	0.001	0.568	-0.357
O	5.305	13.702	31.111	-0.035	-0.036	-0.064
O	6.42	8.792	25.503	-0.052	-0.489	0.02
O	2.214	12.668	17.658	-0.094	-0.013	-0.318
O	0.294	15.305	21.32	-0.289	0.352	0.634
O	2.124	6.458	26.662	0.275	-0.086	-0.08
N	14.87	5.838	16.346	0.054	-0.004	0.068
O	10.164	3.167	31.174	0.135	-0.111	-0.311
O	6.883	0.183	18.548	-0.014	0.327	0.083
O	5.163	6.181	32.498	0.213	0.054	-0.378
O	0.562	8.561	19.312	0.443	0.212	0.647
O	6.23	3.136	17.306	-0.39	-0.354	-0.129
O	13.237	2.703	20.444	0.25	0.572	0.613
O	6.274	10.354	32.788	0.652	0.127	0.132
O	4.411	12.049	33.783	0.217	0.265	-0.146
O	2.952	14.094	26.318	-0.073	-0.141	0.391
O	12.885	13.768	28.809	-0.105	0.14	0.274
O	10.662	15.046	27.996	-0.341	-0.396	0.024
O	5.293	13.121	25.287	-0.034	0.111	0.452
O	12.16	3.157	28.009	0.255	-0.484	0.102
O	14.774	8.82	17.963	-0.221	-0.184	0.206
O	15.805	13.577	32.045	0.42	0.043	0.12
O	1.274	9.539	33.365	0.035	-0.142	-0.652
O	4.247	9.775	24.338	0.271	0.469	-0.164
O	12.112	9.438	30.29	0.402	-0.036	-0.308
O	7.535	13.896	32.526	0.125	-0.178	-0.252
O	0.388	4.358	25.6	0.343	0.277	-0.013
O	2.731	0.432	26.918	-0.04	0.298	-0.505
O	7.765	9.536	27.708	-0.464	-0.216	-0.315
O	2.031	2.831	32.468	0.186	-0.428	-0.635
O	3.119	12.867	29.699	0.144	-0.499	-0.41
O	4.212	15.772	25.01	0.042	-0.39	-0.269
O	10.536	7.971	31.667	0.262	0.018	-0.014
O	14.235	5.303	25.525	-0.511	-0.211	-0.369
O	3.146	4.405	29.35	0.369	0.065	0.272
N	5.346	5.47	15.84	0.034	-0.066	0.228
O	8.826	8.407	20.424	-0.235	-0.095	0.404
O	7.307	2.898	27.305	0.194	0.06	0.408
O	1.582	5.108	31.235	0.143	0.301	-0.089
O	7.09	11.33	25.893	-0.181	0.163	0.466
O	1.234	14.666	30.609	0.331	0	0.086
O	6.192	4.852	21.004	0.388	-0.364	-0.252
O	5.803	15.896	32.539	-0.162	0.313	-0.249
O	6.691	11.942	23.332	-0.276	-0.31	0.005
O	3.983	1.311	33.354	0.105	-0.098	-0.573
O	4.225	7.342	25.209	0.312	-0.221	0.434
O	15.045	1.538	33.708	0.216	-0.058	-0.487
O	9.202	1.268	20.742	-0.701	-0.008	-0.366
O	11.507	4.985	29.879	-0.161	0.523	-0.192
O	10.868	10.026	21.042	0.249	0.129	0.485
O	13.467	12.853	32.708	-0.57	-0.403	-0.091
O	3.062	1.729	29.163	0.14	-0.169	0.704
O	9.263	5.782	30.997	-0.323	-0.203	-0.265
O	3.395	3.27	22.846	-0.371	0.037	-0.281
O	8.272	2.174	32.656	-0.374	-0.215	-0.348
O	9.546	6.659	0.018	-0.09	-0.142	-0.188
O	13.979	0.157	20.405	0.025	-0.399	0.32
O	2.98	13.102	32.175	-0.481	0.096	-0.207
O	13.819	3.823	29.992	0.18	0.22	-0.307

Results
total energy: -130326.415 eV
total energy less fixed offsets of N -271.95, O -438.35, Si -107.03 eV per atom: 5.315 eV
